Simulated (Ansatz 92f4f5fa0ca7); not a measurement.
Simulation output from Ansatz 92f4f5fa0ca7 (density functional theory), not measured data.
Periodic cell of 177 atoms, Si107O70, from a study of silicon, its oxide and their interface. The atomic structure is a simulated model.

Settings
functional: r2SCAN
potential files: Ansatz norm-conserving
basis: plane waves
wave-function cutoff: 1300 eV
density cutoff ratio: 4
exchange-correlation grid ratio: 1
k mesh: 2 x 2 x 1, shifted by 0.5 0.5 0.5 of a step
self-consistency stop: 5e-08 eV per atom in the density residual
occupations: Fermi-Dirac, 0.05 eV
spin: none
net charge: 0

Cell vectors (angstrom)
a 11.54 0 0
b 0 11.54 0
c 0 0 22.6366

Atoms: element, x, y, z (angstrom)
Si -0.6531 -0.0242 -0.4017
Si -2.6544 4.6239 1.3924
Si -2.6689 6.4359 -0.1388
Si 4.0531 1.427 -0.7304
Si 2.6741 4.4552 -0.1906
Si 3.5096 8.8822 -0.7053
Si 6.414 2.1978 -0.4232
Si 5.4999 5.4646 0.4758
Si 6.7605 7.1897 -0.9475
Si 1.9592 0.1581 1.1505
Si 1.5272 3.8407 1.6399
Si 1.5889 7.7732 1.503
Si 6.7847 -0.1137 0.3743
Si 6.7758 3.8057 1.1834
Si 5.5308 9.3046 0.2612
Si 9.6303 -0.2177 1.4124
Si 10.934 3.4098 0.7371
Si 10.7433 7.7046 1.551
Si 1.9168 1.7934 2.7958
Si 1.9919 5.9283 2.5547
Si 1.8211 9.6247 2.8759
Si 6.0234 1.9184 2.6763
Si 5.7345 5.8341 2.9632
Si 5.7132 9.1316 2.5294
Si 9.5903 1.993 2.6818
Si 9.5739 6.0751 2.9744
Si 9.415 9.5284 2.8043
Si -0.1016 1.7102 4.1274
Si 0.0066 5.5941 3.9824
Si -0.2033 9.8409 4.0189
Si 4.0157 1.8359 3.9865
Si 3.7794 5.6408 4.1352
Si 3.9275 9.66 3.9204
Si 7.5899 2.1355 4.1637
Si 7.7205 5.9086 4.3961
Si 7.5412 9.7275 4.2875
Si -0.1762 -0.054 5.6049
Si -0.0338 3.74 5.5229
Si 0.1016 7.7037 5.2015
Si 3.6173 0.081 5.5256
Si 3.7114 3.5895 5.4136
Si 4.1195 7.7598 5.4657
Si 7.5089 0.0964 5.5488
Si 7.91 3.7591 5.6934
Si 7.7713 7.7677 5.5507
Si 1.732 -0.2507 7.0721
Si 1.9877 3.6332 6.8361
Si 2.1323 7.5921 6.6831
Si 5.6841 -0.0854 7.1155
Si 5.601 3.5383 6.628
Si 5.8233 7.3648 6.8791
Si 9.428 -0.041 6.9196
Si 9.8933 3.6525 7.1395
Si 9.7443 7.6398 6.7789
Si 1.6115 1.728 8.2719
Si 1.669 5.7258 7.7364
Si 2.0611 9.4762 8.4314
Si 5.5588 1.8718 8.3013
Si 5.194 5.3993 8.0953
Si 5.7273 9.1946 8.2668
Si 9.5374 1.7097 8.3489
Si 9.9013 5.7407 8.2698
Si 9.7309 9.6283 8.3543
Si 0.0323 -0.7208 11.1648
Si -0.0411 6.8585 9.9935
Si 0.1307 9.2737 9.4944
Si 3.7187 1.0899 9.5727
Si 3.3635 5.4309 9.6276
Si 4.2023 9.3649 9.8613
Si 7.581 2.5764 9.5046
Si 7.1961 5.0768 9.5295
Si 7.8538 9.7767 9.6639
Si -0.2305 1.5075 9.981
Si 0.0327 3.1895 11.9227
Si -1.6217 5.7164 12.4802
Si 4.4505 -0.4506 11.2657
Si 2.8079 3.7238 11.084
Si 4.1336 6.3832 14.9184
Si 3.6349 0.7182 17.6939
Si 6.9066 5.9462 11.7
Si 6.9643 11.5203 11.1941
Si 2.8736 -2.803 13.7389
Si 6.0204 16.006 14.1968
Si 12.0569 9.9225 18.2948
Si 6.658 1.1485 17.6331
Si 3.3671 3.9237 13.364
Si 13.4317 0.5151 15.1165
Si 11.9852 -2.3663 15.2286
Si 10.4063 -1.8336 19.5584
Si 16.2248 7.6944 11.4703
Si 2.8824 -0.6461 12.8926
Si 1.3348 1.1958 19.0776
Si 10.037 5.3575 14.9716
Si 3.0468 0.0876 20.2982
Si 7.8394 3.6669 16.2313
Si 9.7921 -3.041 15.231
Si 12.6059 5.7718 19.9804
Si 14.6241 5.6548 17.6637
Si -1.0887 2.4098 20.9113
Si 8.8837 9.9336 12.3987
Si -4.1647 14.3989 20.205
Si 8.1085 -1.6093 17.7026
Si 2.7306 8.2438 19.2168
Si 5.8484 16.2731 18.4314
Si 7.1417 7.3004 19.1859
Si 12.1795 2.997 14.2453
Si 9.5809 6.5737 20.2201
O -3.1463 -0.5015 0.4922
O 0.8693 0.5894 -0.1295
O 2.4666 8.1014 0.0986
O 5.6178 7.4684 2.752
O 3.7945 8.3098 -2.205
O -4.4094 8.8205 -4.2046
O 3.4907 3.0637 -0.7392
O -4.8794 4.3721 -5.5149
O 4.1226 -0.1728 -3.6274
O 3.9834 5.4756 -0.3006
O 3.3237 0.7471 0.5861
O 5.8212 6.5284 -3.93
O 11.7405 2.038 -2.7877
O 1.6391 -4.2819 -2.5598
O 10.8697 -1.2049 -1.5734
O 12.5914 -0.8708 -7.7219
O 2.7941 10.407 -1.1351
O 13.2439 4.7839 -1.499
O 1.456 -0.8536 11.8137
O -1.3057 -0.8873 12.0126
O 8.3987 5.8719 8.8305
O 2.1871 3.3147 14.1916
O -0.2254 4.1421 15.0935
O 6.2162 7.2903 12.1796
O 8.7758 -2.4517 11.0211
O 4.4708 -5.1296 10.564
O 6.3841 4.7833 12.6083
O 2.5757 1.9596 18.2433
O 12.9346 -3.1679 14.2116
O 9.1955 16.0329 16.2312
O 10.1364 -4.6344 15.3857
O 8.8396 -2.4005 16.5182
O -1.2009 4.337 11.6833
O 1.2401 4.0445 11.1531
O 1.7162 17.7752 9.5631
O 12.166 1.6039 15.2065
O 3.6273 -5.9508 13.532
O 3.2968 2.1186 10.9991
O 8.421 6.2918 12.3734
O 13.5031 9.5532 18.8795
O 10.8576 6.9444 11.4824
O 7.8558 11.1318 12.5111
O 7.2427 3.6747 14.7719
O 1.7474 5.2732 18.5335
O 7.8063 2.117 16.8703
O 16.2371 3.3994 14.2247
O 9.8819 8.1953 19.9881
O 11.0451 5.7292 20.032
O 12.119 -2.4761 16.8925
O 18.9349 1.6123 10.9394
O 5.1255 1.3543 17.2328
O 18.4673 1.5594 19.1148
O 14.6899 5.6893 16.1206
O 14.8467 8.0387 12.4059
O -5.9143 5.7677 15.0537
O 9.1015 3.1749 20.3566
O 7.1582 11.1294 17.283
O 14.8936 7.3256 18.0505
O 6.4395 11.9856 24.5196
O 2.8047 11.6329 16.4052
O 2.8496 0.663 13.8984
O 6.4292 4.1787 19.8903
O 10.0767 7.7575 22.8273
O 12.06 0.0166 18.2985
O 8.4896 6.4274 19.0274
O 15.3647 -3.5388 14.9034
O 10.0503 0.9586 21.323
O 20.574 -1.1185 18.9348
O 9.2887 9.24 13.7522
O 15.7569 4.5895 18.1659

Results
free energy: -45052.163 eV
free energy less fixed offsets of O -463.61, Si -117.95 eV per atom: 21.187 eV
pressure: -1.23 GPa
stress xx, yy, zz, yz, xz, xy (GPa, positive in tension): 0.91, 1.75, 1.04, -1.23, -0.12, -0.44

Forces (eV/angstrom), in the order of the atoms: element, x, y, z
Si 2.3308 -2.0032 -1.4292
Si 2.1109 0.0175 -1.4419
Si 0.1887 1.7511 -1.3881
Si -0.2877 3.9175 0.4615
Si 1.7403 -2.6035 -3.9859
Si 0.7581 3.8628 -2.983
Si 0.0672 -2.602 -0.8785
Si -0.9225 2.0513 -1.3701
Si -0.3899 1.0419 1.5866
Si -1.7003 -0.0277 -0.0374
Si -0.3744 -0.1538 0.2238
Si -0.0833 2.1264 -1.2575
Si 0.7938 1.0175 -0.9852
Si -0.7553 -2.709 0.0392
Si 2.1328 -0.2284 -1.0697
Si 0.8274 0.9817 3.205
Si -1.9453 -0.1863 -0.3906
Si 0.2143 0.7312 4.9893
Si -0.4675 0.5271 0.6487
Si -0.2218 -2.3797 2.5492
Si 0.1696 1.0183 -1.2339
Si -0.8986 -0.4998 -1.6485
Si 0.271 1.2516 -1.0484
Si 0.5076 -1.2882 2.0601
Si 0.9979 -1.3531 -1.0614
Si 0.3929 0.0116 -0.1932
Si 1.4412 -0.4361 0.1575
Si 0.5998 1.4042 0.2037
Si 0.8884 0.8063 1.1315
Si 0.4704 -1.3273 0.7203
Si -1.3814 -0.538 -0.5358
Si -0.5361 0.1031 0.7643
Si -0.8044 0.633 1.6968
Si 2.4544 -1.2237 0.8621
Si 0.0071 -2.1918 -0.9818
Si -0.2771 -1.0487 -1.9575
Si 0.4342 -0.3329 0.6442
Si 1.1566 -0.6656 -0.9258
Si -0.0956 0.2844 1.0842
Si 1.498 -1.426 0.2425
Si 0.7572 1.0736 -1.5641
Si -1.5085 -0.5017 -1.6032
Si -0.0024 0.6255 0.3553
Si -0.7482 1.6973 0.4714
Si -0.5858 0.7292 1.5077
Si -0.0356 1.0446 -1.7509
Si -1.8107 -0.75 0.9352
Si -0.5239 2.304 -0.5383
Si -0.4819 -1.1225 -1.396
Si 0.8891 0.7918 1.2295
Si 0.5214 0.1187 0.4891
Si 0.3721 -0.9662 -0.4935
Si -0.6454 0.5952 -0.3456
Si 1.0039 0.4471 0.3953
Si 0.7263 -0.5334 1.2755
Si -1.1957 -0.2953 1.3571
Si 1.5986 -1.4648 -0.8348
Si 0.7247 0.48 0.3217
Si 1.627 -0.7307 -0.0803
Si 2.087 1.5772 0.0358
Si -0.0524 1.2178 1.439
Si 2.2958 0.983 -0.9307
Si -0.5316 -0.4288 -2.2881
Si -1.3263 0.9194 -2.0378
Si -0.1082 0.2562 -1.1306
Si -0.7509 -1.2592 0.5391
Si -1.0281 2.3329 1.7262
Si 1.2998 1.4361 0.0235
Si -0.9245 -0.7931 0.1972
Si -1.0586 -1.3166 0.7529
Si -1.7768 -0.9864 0.255
Si -0.2419 -0.4059 0.9786
Si 0.6221 -0.4315 0.4488
Si -1.4067 0.2501 -2.4601
Si 0.6878 1.0083 -1.2342
Si 1.8315 1.4201 -1.3915
Si 2.2581 -1.8513 1.2255
Si -2.764 -1.1124 0.3415
Si 1.2191 1.9332 -0.364
Si 3.0772 -0.2299 -0.4544
Si -0.2439 1.8752 -1.1809
Si 1.1089 0.2077 1.7711
Si -2.4721 -1.6777 -2.605
Si 2.5873 0.3495 -3.1663
Si 2.6487 -0.9742 -2.1112
Si 3.1283 2.1346 -0.5811
Si -3.3852 -1.184 2.987
Si -0.084 1.9083 1.6081
Si -4.2462 -1.1704 5.4635
Si -0.5582 0.8954 0.0404
Si -1.6061 -0.1069 -1.5928
Si 0.4914 -0.1395 1.7117
Si 1.5463 -3.9645 0.1286
Si -0.1211 -1.0439 1.9575
Si -1.0668 -2.363 2.6385
Si -0.6014 3.2957 -0.5487
Si 3.3247 -0.6752 -0.6774
Si -0.2211 1.7553 4.219
Si 1.4629 1.8156 0.0368
Si 1.3587 -0.8215 -0.9364
Si 0.421 -2.3074 0.2016
Si -1.5217 -1.2129 2.0141
Si 0.2551 -5.1201 2.203
Si -2.2264 4.2395 1.3423
Si -1.8784 2.604 0.4364
Si -2.1129 0.0978 2.0762
Si 2.6791 0.7594 0.7965
O -3.7907 -0.5465 -2.1895
O -0.0908 -1.2376 1.1188
O -2.7238 -2.1122 2.5681
O 0.3271 1.6595 0.0957
O 0.9977 0.7094 0.1769
O 0.2519 -2.1818 0.676
O -0.4914 -1.1388 0.3571
O 0.5363 0.0152 0.6279
O -1.4776 0.0321 -0.7917
O 0.2821 -0.0383 1.8308
O 2.4509 0.2167 -0.2061
O 0.9429 -3.5014 -1.1811
O -0.8853 1.7047 0.2495
O -0.2967 1.413 -0.7041
O 0.3774 -0.906 -0.9389
O -0.7218 0.1855 -0.1175
O 0.7483 -0.7296 -1.3011
O -0.4247 1.0215 0.4716
O 3.4885 0.7083 3.2936
O 2.7365 1.9493 0.5626
O -0.3227 0.5649 0.7101
O -0.6347 0.0988 0.9622
O -0.2475 1.1984 -1.2506
O -3.8052 3.075 -0.5689
O -2.8316 -0.7883 -0.5964
O -2.2025 -2.3004 -0.5697
O -1.4165 -1.9766 2.3696
O -0.1914 -1.7151 -0.6691
O -1.0621 -1.5382 0.1838
O 0.6231 1.6644 -1.587
O -0.9318 0.5006 0.6164
O 1.9749 -1.247 -2.8188
O -0.0732 -0.4097 1.2233
O -1.2445 -0.4481 0.7556
O 0.1501 -0.5505 -0.2206
O 1.4531 0.7074 -1.1526
O -0.6306 0.481 0.9732
O -0.3248 1.209 -1.6221
O 0.213 -0.6704 -0.6759
O 0.5296 1.2985 0.1189
O -0.6744 -2.303 2.4232
O -1.8597 0.2008 0.6492
O 0.9641 -0.4119 -0.83
O -0.2742 -0.2122 -0.6286
O -0.3707 1.0737 -1.283
O 1.0778 1.0773 -1.0032
O 0.6512 -0.192 -0.2891
O -3.0643 0.3147 -0.4006
O -0.0666 0.3715 -0.4019
O -0.3126 -0.5597 -0.6152
O -1.8999 -0.4279 -0.3913
O 0.9264 2.3825 3.5916
O 0.7516 0.6779 -3.6183
O 1.9471 -1.5774 -2.2658
O 0.3991 1.4123 0.3778
O -1.8925 -0.3381 -1.0207
O -0.8468 1.9343 -0.3219
O -0.6873 -1.008 -0.4527
O -1.2549 1.1514 2.0152
O 1.0455 0.9975 1.2316
O 0.9223 -0.0138 -2.359
O 0.5274 -0.3273 -2.1931
O -3.1835 -2.0491 -4.5149
O -0.0806 0.1552 -1.2962
O 0.0835 -1.2176 -0.7694
O 0.7698 -0.8363 -0.4365
O -2.0131 0.6313 0.1404
O 2.032 0.1427 -0.1434
O -0.7108 -2.9048 3.4435
O 1.7713 -0.0764 0.4836
